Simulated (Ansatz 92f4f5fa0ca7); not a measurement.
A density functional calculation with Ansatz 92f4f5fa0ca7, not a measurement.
Periodic cell of 214 atoms, Si131O81As2, from a study of silicon, its oxide and their interface. The atomic structure is a simulated model.
Doubt: the cutoff is far below the 930 eV that the study's wrapper takes by default for these files, so forces and energies are approximate.
This geometry differs little from another in the collection (a relaxation step or a small displacement).

Settings: functional PBE; potential files Ansatz PAW; basis plane waves; wave-function cutoff 580 eV; density cutoff ratio 5; exchange-correlation grid ratio 1; k mesh 1 x 1 x 1, Gamma-centred; self-consistency stop 5e-08 eV per atom in the density residual; occupations fixed; spin none; net charge 0.

Cell vectors (angstrom)
a, 10.938, 0, 0
b, 0, 10.938, 0
c, 0, 0, 31.5432

Atoms: element, x, y, z (angstrom)
Si, 10.3968, 0.5108, 24.1828
Si, 6.0682, 10.4547, 24.1887
Si, 2.1125, 3.272, 24.0821
Si, 8.7155, 2.2522, 24.2673
Si, 0.4696, 5.0873, 24.1298
Si, 5.0836, 5.9019, 24.1768
Si, 3.4046, 7.6341, 24.1408
As, 7.7637, 8.6359, 23.9902
Si, 1.2927, 1.439, 25.3686
Si, 6.9435, 1.2985, 25.4829
Si, 4.0291, 4.108, 25.3016
Si, 9.654, 4.1008, 25.3922
Si, 1.4899, 6.821, 25.3433
Si, 6.798, 6.9407, 25.4393
Si, 4.2098, 9.511, 25.3445
Si, 9.4659, 9.6341, 25.4101
Si, 2.7523, 0.007, 26.6093
Si, 8.2342, -0.0116, 26.9387
Si, 0.0049, 2.7528, 26.8613
Si, 5.4462, 2.7245, 26.6452
Si, 2.7549, 5.4519, 26.8126
Si, 8.2243, 5.4977, 26.6683
Si, 0.0158, 8.2102, 26.6206
Si, 5.4604, 8.2107, 26.8851
Si, 4.099, 1.3586, 28.0521
Si, 9.5868, 1.3973, 28.2257
Si, 1.3856, 4.11, 28.1844
Si, 6.8206, 4.114, 28.0372
Si, 4.0851, 6.8275, 28.1892
Si, 9.6048, 6.8419, 28.0595
Si, 1.3732, 9.5887, 28.0272
Si, 6.8369, 9.5596, 28.2285
Si, 0.0285, -0.0145, 29.494
Si, 5.4467, 0.0215, 29.4995
Si, 2.7553, 2.7145, 29.489
Si, 8.1697, 2.771, 29.4937
Si, -0.0052, 5.4829, 29.4953
Si, 5.482, 5.4561, 29.4904
Si, 2.7047, 8.2249, 29.4827
Si, 8.2372, 8.1728, 29.5005
Si, 1.3673, 1.3673, 30.8594
Si, 6.8362, 1.3673, 30.8594
Si, 4.1018, 4.1018, 30.8594
Si, 9.5708, 4.1018, 30.8594
Si, 1.3673, 6.8362, 30.8594
Si, 6.8362, 6.8362, 30.8594
Si, 4.1018, 9.5708, 30.8594
Si, 9.5708, 9.5708, 30.8594
Si, 2.7345, 0, 0.6835
Si, 8.2035, 0, 0.6835
Si, 0, 2.7345, 0.6835
Si, 5.469, 2.7345, 0.6835
Si, 2.7345, 5.469, 0.6835
Si, 8.2035, 5.469, 0.6835
Si, 0, 8.2035, 0.6835
Si, 5.469, 8.2035, 0.6835
Si, 4.1154, 1.3483, 2.0523
Si, 9.5398, 1.3852, 2.0395
Si, 1.3308, 4.1325, 2.054
Si, 6.8534, 4.0724, 2.0516
Si, 4.0793, 6.8598, 2.0376
Si, 9.5894, 6.8167, 2.0512
Si, 1.3786, 9.5578, 2.0526
Si, 6.8293, 9.574, 2.0654
Si, -0.0427, -0.0135, 3.3413
Si, 5.4624, -0.0117, 3.4839
Si, 2.6969, 2.7198, 3.3386
Si, 8.1834, 2.6988, 3.4902
Si, -0.0269, 5.4707, 3.5089
Si, 5.4579, 5.4699, 3.3253
Si, 2.7364, 8.2052, 3.4773
Si, 8.2223, 8.1837, 3.3801
Si, 1.2932, 1.3634, 4.6725
Si, 6.8392, 1.306, 4.911
Si, 4.0653, 4.1148, 4.6397
Si, 9.5284, 4.0656, 4.8919
Si, 1.353, 6.8731, 4.8831
Si, 6.8352, 6.7997, 4.6867
Si, 4.1037, 9.5641, 4.8888
Si, 9.5732, 9.5683, 4.7438
Si, 2.6187, 0.0413, 6.1066
Si, 8.2284, -0.13, 6.2636
Si, -0.0235, 2.6483, 6.1865
Si, 5.3772, 2.7687, 6.0715
Si, 2.7502, 5.4323, 6.1201
Si, 8.0935, 5.4384, 6.1824
Si, -0.002, 8.3005, 6.2267
Si, 5.564, 8.1508, 6.1496
Si, 3.4714, 1.9453, 7.1741
Si, 10.0242, 0.8312, 7.4671
Si, 1.7678, 3.6616, 7.3285
Si, 6.2051, 4.5283, 7.383
Si, 4.6315, 6.3086, 7.2456
Si, 9.1701, 7.1903, 7.3161
Si, 0.8934, 10.1567, 7.521
Si, 7.4146, 8.8865, 7.4794
O, 4.5468, 6.6015, 8.8707
O, 1.3811, 3.996, 8.9121
O, 9.7747, 6.5546, 8.7274
O, 1.3013, 10.107, 9.153
O, 6.0626, 4.2265, 9.0236
O, 3.695, 1.6371, 8.7703
O, 7.1444, 8.9684, 9.1287
O, 9.6571, 1.0849, 9.0689
O, 8.2388, 2.599, 22.7316
O, 10.9433, 5.64, 22.6306
O, 5.7573, 0.0068, 22.6358
O, 5.4815, 5.5168, 22.6119
O, 2.2153, 2.8827, 22.4728
O, 3.3764, 7.8541, 22.4908
O, -0.2954, 11.1445, 22.5652
Si, 2.1648, 2.938, 12.8519
Si, 8.6865, 1.3192, 10.3522
Si, 1.1073, 4.4979, 15.2984
Si, 7.5576, 5.5878, 12.1783
Si, 2.4448, 8.2007, 21.2055
Si, 5.4296, 7.7938, 12.4475
Si, 9.2794, 0.4514, 15.5089
Si, 2.9414, -0.0329, 16.6433
Si, 10.4654, 1.1432, 12.6076
Si, 7.8181, 2.8306, 21.1936
Si, 9.1412, 8.7759, 14.4675
Si, 1.4685, 4.7636, 10.3463
Si, 4.5053, 9.4799, 19.1165
Si, 11.081, 6.1244, 21.0732
Si, 6.6371, 10.4512, 14.8339
Si, 5.4727, 0.7049, 21.1933
Si, 2.3432, 9.8074, 10.3858
Si, 0.5397, 10.6689, 21.2453
Si, 5.9888, 5.3497, 21.0828
Si, 3.6362, 7.0773, 10.1067
Si, 9.0956, 5.6884, 14.8041
Si, 3.7461, 4.1559, 19.082
Si, 10.0966, 3.6647, 19.3169
Si, 4.2744, 8.6819, 15.331
Si, 0.4767, 1.9226, 17.1355
Si, 6.8758, 7.5435, 19.0918
Si, 5.3246, 3.6235, 16.7167
Si, 7.8447, 4.9556, 17.4763
Si, 6.6607, 9.9328, 10.3524
Si, 4.3809, 1.0556, 10.0954
Si, -0.0311, 9.075, 11.9155
As, 9.1312, 8.8254, 20.7955
Si, 4.5716, 1.6652, 14.5535
Si, 2.5795, 2.1458, 21.0708
Si, 6.3356, 3.3461, 10.3682
Si, 3.4933, 5.9239, 16.7047
Si, 9.8865, 6.528, 10.3426
O, 0.1936, 2.6451, 18.5685
O, 2.9473, 9.6511, 15.5564
O, 10.946, 4.7741, 20.163
O, 7.5948, 2.429, 9.92
O, 10.9208, 5.3258, 10.7937
O, 6.6159, 6.748, 12.8454
O, 10.3299, 8.0436, 10.794
O, 7.6872, 9.4605, 13.9878
O, 8.4062, 6.2048, 10.9339
O, 5.3673, 10.4794, 20.0698
O, 2.1633, 3.6955, 11.39
O, 8.1319, 8.5896, 19.3141
O, 6.4493, 6.8084, 20.5026
O, 5.5138, 2.7411, 15.3587
O, 1.4665, 0.9834, 20.7152
O, 6.0541, 9.0638, 11.6023
O, 4.7345, 5.0329, 16.1351
O, 6.7005, 3.8017, 17.5771
O, 10.4986, 10.6462, 11.8265
O, 5.6047, 0.4982, 13.9732
O, 8.1326, 4.9969, 15.8896
O, 9.7433, 9.8114, 15.5874
O, -0.3163, 5.2211, 15.0571
O, 1.5864, 6.863, 20.8144
O, 1.5286, 0.6487, 17.1499
O, 6.6859, 1.7223, 20.7875
O, 1.0209, 1.762, 12.8172
O, 3.2717, 5.5344, 18.2981
O, 9.5331, 2.0048, 11.5821
O, 0.9981, 3.0997, 16.1314
O, 8.6223, 5.1638, 13.337
O, 10.296, 8.5546, 13.3285
O, 1.5105, 9.4383, 21.7103
O, 10.4176, 10.0195, 20.1499
O, 3.1854, 0.2102, 10.8675
O, 5.0915, 2.3529, 10.8254
O, 1.7726, 4.1326, 13.8704
O, 7.9093, 10.8825, 10.8292
O, 9.1862, 4.5007, 18.2572
O, 5.6552, 9.5001, 15.7527
O, 5.5254, -0.0308, 9.7112
O, 3.6016, 2.2746, 13.3608
O, 2.0643, 5.6036, 16.0013
O, 9.7259, 1.0517, 14.0523
O, 4.416, 6.9334, 11.5152
O, 4.834, 4.6535, 20.1809
O, 9.9657, 1.3362, 16.6651
O, 6.6728, 4.3194, 11.6418
O, 5.5881, 8.3936, 18.543
O, 9.1461, 2.717, 20.2546
O, 3.6441, 1.1449, 15.7817
O, 4.2886, 3.126, 17.9051
O, 9.9089, 7.191, 20.6777
O, 3.341, 8.6544, 9.8199
O, 3.9478, 7.4415, 16.3381
O, 7.6441, 0.4823, 15.6999
O, 8.905, 7.2908, 15.051
O, 4.058, 1.4958, 21.2556
O, 1.594, 9.1491, 11.6995
O, 2.3206, 6.1417, 10.1912
O, 7.2873, 6.3951, 18.0074
O, 7.2783, 4.3585, 21.032
O, 4.5608, 8.2524, 13.7671
O, 3.3548, 8.6633, 19.9421
O, 2.6268, 3.2857, 19.894
O, 3.7635, 10.3709, 17.9592

Results
free energy: -139055.160 eV
free energy less fixed offsets of As -4856.12, O -568.88, Si -635.61 eV per atom: 1.270 eV

Forces (eV/angstrom), in the order of the atoms: element, x, y, z
Si, 0.0195, -0.0072, -0.0083
Si, -0.0033, -0.004, 0.0166
Si, 0.0072, -0.0025, 0.0012
Si, 0.0015, 0.0052, 0.0053
Si, 0.0003, -0.0054, -0.0051
Si, 0.0114, -0.0051, 0.0208
Si, -0.0124, -0.0034, -0.0019
As, 0.0012, -0.0006, 0.0266
Si, -0.0055, -0.0081, -0.0102
Si, -0.0025, -0.0084, -0.0078
Si, -0.0109, 0.0019, -0.0086
Si, -0.0038, 0.0074, -0.006
Si, 0.0054, 0.014, -0.0066
Si, -0.0034, -0.0097, -0.0127
Si, 0.0139, 0.0093, 0.0008
Si, 0.002, -0.0031, -0.0131
Si, -0.0015, -0.0035, -0.0011
Si, 0.0013, 0.0188, 0.0265
Si, 0.0055, 0.0083, 0.0314
Si, 0.0026, 0.0024, -0.0003
Si, 0.0108, 0.0008, 0.0186
Si, -0.0066, -0.0012, 0.0004
Si, -0.0004, -0.0018, 0.0027
Si, -0.0053, 0.0064, 0.0094
Si, 0.0049, -0.0059, -0.008
Si, -0.0127, -0.0211, -0.03
Si, -0.0173, 0.0072, -0.0091
Si, -0.0008, 0.0055, -0.0069
Si, 0.0097, -0.0001, -0.0322
Si, 0.0053, -0.0017, -0.006
Si, 0.0014, 0.0028, -0.0091
Si, -0.0005, 0.0021, 0.0066
Si, -0.0047, 0.006, 0.0032
Si, 0.0079, -0.0091, 0.0037
Si, -0.0025, 0.0006, 0.0047
Si, 0.0042, -0.0054, 0.0011
Si, 0.0092, -0.0038, 0.0011
Si, -0.0013, 0.0029, 0.0035
Si, 0.0042, 0.0007, 0.0004
Si, -0.0087, 0.008, 0.0027
Si, 0.1999, -0.0927, 0.0697
Si, -0.1809, 0.1301, -0.0377
Si, 0.133, -0.1545, 0.0181
Si, -0.1258, 0.1673, -0.0618
Si, -0.1225, 0.1451, -0.0317
Si, 0.1238, -0.1796, 0.0465
Si, -0.1699, 0.0972, -0.0801
Si, 0.1682, -0.0934, 0.0359
Si, 0.0941, -0.1027, 0.0697
Si, -0.18, 0.051, -0.059
Si, -0.1767, 0.1321, -0.0396
Si, 0.0654, -0.1304, 0.0575
Si, -0.1666, 0.1171, -0.0482
Si, 0.111, -0.1504, 0.1076
Si, 0.1458, -0.1488, 0.0706
Si, -0.0474, 0.1428, -0.0494
Si, -0.0052, 0.0026, -0.0069
Si, 0.0064, -0.0116, -0.0023
Si, 0.0065, -0.0082, -0.0056
Si, -0.0067, 0.0038, -0.0043
Si, 0.0102, -0.0073, -0.0035
Si, -0.006, 0.005, -0.0038
Si, -0.0055, 0.0032, -0.0038
Si, -0.0008, -0.0014, -0.0074
Si, -0.0037, 0.0084, 0.0077
Si, 0.0003, 0.0022, 0.0056
Si, 0.0043, 0.0068, 0.0209
Si, 0.0013, -0.0047, 0.0078
Si, -0.005, 0.0043, 0.0096
Si, -0.0048, 0.0033, 0.0102
Si, 0.0001, -0.0019, 0.0069
Si, 0.0053, -0.0092, 0.0151
Si, -0.0014, -0.0012, -0.0241
Si, 0.0012, 0.0005, -0.0029
Si, -0.0048, -0.0055, -0.033
Si, 0.0042, 0.0016, -0.0044
Si, -0.0009, -0.0023, -0.0016
Si, -0.0002, 0.0029, -0.0226
Si, 0.0013, -0.0014, -0.0026
Si, -0.0023, 0.0009, -0.0169
Si, 0.0076, -0.0042, 0.0107
Si, -0.0004, 0.0005, 0.0055
Si, -0.0021, -0.0002, 0.0122
Si, 0.0067, -0.0091, 0.0067
Si, -0.0012, 0.0042, 0.0095
Si, 0.0017, -0.0053, 0.0058
Si, 0.0046, -0.0014, -0.0006
Si, -0.0018, 0.0028, 0.0126
Si, 0.0025, 0.0007, 0.0039
Si, -0.0025, 0.0054, -0.0046
Si, -0.0023, 0.0012, -0.0099
Si, -0.0001, 0.0001, 0.0019
Si, -0.0038, 0.0039, -0.0029
Si, 0.0022, -0.0009, 0.0037
Si, -0.0018, 0.0005, 0.0007
Si, -0.0034, 0.0052, -0.0101
O, 0.0003, -0.0011, 0.0021
O, -0.0012, 0.0043, 0.0066
O, -0.0003, 0.0011, 0.0002
O, 0.0008, 0.0003, -0.001
O, 0.0019, -0.0055, 0.0037
O, 0.0128, -0.0084, 0.0179
O, 0, 0.0068, 0.0123
O, -0.0014, 0.0003, 0.0037
O, -0.0025, -0.0003, -0.0032
O, -0.0022, 0.0022, 0.0004
O, 0.0001, 0.0041, -0.0043
O, 0.0003, 0.0043, -0.0049
O, 0.0072, -0.0055, -0.0058
O, 0.0038, 0.0046, 0.0088
O, -0.0054, -0.0054, -0.0043
Si, -0.0007, -0.0002, 0.0043
Si, -0.0052, 0.0014, -0.0026
Si, 0.0056, 0.0008, -0.0019
Si, -0.0026, 0.0059, -0.0026
Si, -0.0011, -0.0022, -0.002
Si, 0.0012, 0.0004, -0.0021
Si, 0.0007, 0.0021, -0.0004
Si, 0.0029, 0.0032, 0.0002
Si, 0.0053, -0.0036, 0.002
Si, 0.0038, 0.0012, -0.0053
Si, -0.0023, -0.0014, -0.0011
Si, 0.0033, -0.0033, -0.0035
Si, -0.0002, -0.0015, 0.0036
Si, 0.004, 0.0021, -0.0042
Si, 0.0018, 0.0027, -0.0001
Si, -0.0031, -0.0076, -0.01
Si, 0.0018, 0.0022, 0.0009
Si, 0.0069, 0.0072, 0.0151
Si, 0.0013, 0.0027, -0.0031
Si, 0.0008, -0.0043, 0.0014
Si, 0, 0.0007, 0.0015
Si, -0.0032, -0.002, 0.0046
Si, 0.0009, 0.0028, 0.0033
Si, 0.0023, 0.0018, 0.0008
Si, -0.0001, 0.0021, 0.0014
Si, 0.0012, 0.0026, -0.0047
Si, -0.0011, 0.0042, 0.0009
Si, 0.0011, 0.0011, 0.0048
Si, -0.0057, 0.002, -0.0098
Si, 0.0031, 0.0047, -0.0151
Si, -0.0009, 0.0042, -0.0003
As, 0.0054, -0.0051, 0.013
Si, -0.0008, -0.0006, 0.0011
Si, 0.0078, 0.0035, 0.0075
Si, 0.0071, -0.0037, -0.0046
Si, 0.0012, -0.0028, 0.0017
Si, 0.0003, -0.0038, 0.0015
O, 0.0009, -0.0023, -0.0054
O, -0.0005, 0, -0.0015
O, -0.0025, 0.0007, 0.0005
O, -0.0006, 0.0038, 0.0086
O, -0.0005, 0.0017, -0.0038
O, 0.0032, -0.0019, -0.006
O, 0.003, 0.0016, -0.0005
O, 0.0025, -0.0006, -0.0004
O, -0.0035, -0.0035, 0.0022
O, -0.0015, 0.0132, 0.0108
O, 0.0007, 0.0005, 0.0005
O, -0.0013, -0.0048, -0.0019
O, 0.0027, 0.0041, -0.0034
O, 0.0006, 0.0001, -0.0013
O, -0.0001, 0.0009, -0.0001
O, -0.0013, -0.0005, -0.0051
O, -0.003, 0.0029, 0.0016
O, -0.0006, 0.0008, -0.0038
O, 0.0032, 0.0029, 0.0014
O, 0.0012, 0.0009, -0.0008
O, 0.0038, 0.0011, -0.004
O, 0.0017, -0.0017, -0.0008
O, 0.0036, 0.0018, -0.0024
O, 0.0008, 0.0058, -0.0009
O, 0.0002, 0.001, -0.0023
O, 0.0006, -0.002, 0.0067
O, -0.0031, -0.0007, -0.0009
O, 0.0013, 0.002, -0.0069
O, -0.0009, -0.0023, -0.0049
O, 0.0006, 0.0036, -0.002
O, -0.0003, 0.0011, -0.0018
O, -0.0015, 0.0014, 0.0021
O, 0.0041, 0.0013, -0.0052
O, -0.0044, -0.0004, -0.0045
O, 0.0021, -0.0012, -0.0043
O, 0.0013, -0.0067, -0.009
O, -0.0036, -0.0028, 0.0019
O, -0.0025, 0.0039, -0.0062
O, 0.0005, -0.0001, -0.0013
O, 0.0011, 0.0003, -0.001
O, -0.0004, 0.0057, 0.0086
O, -0.0039, 0.0035, -0.004
O, -0.0005, -0.0038, -0.0074
O, 0.0049, 0.0013, -0.0064
O, 0.0014, 0.0018, -0.0009
O, 0.0013, 0.0037, -0.0022
O, 0.0027, -0.0011, -0.0006
O, 0.0019, -0.0006, -0.0038
O, -0.0014, 0.0029, 0.001
O, -0.0044, 0.0007, 0.0023
O, 0.0022, 0.0028, -0.0008
O, 0.004, 0.0023, -0.0069
O, 0.0001, 0.0077, 0.0019
O, -0.0009, 0.0031, -0.0008
O, 0.0009, 0.0019, -0.0025
O, 0.0021, 0.001, -0.0015
O, 0.001, 0.0021, -0.0031
O, 0.0057, 0.0031, -0.0059
O, -0.0035, 0.0006, -0.003
O, 0.0014, -0.0003, 0
O, 0.0016, -0.0018, -0.0019
O, 0.0022, -0.0018, 0.0003
O, 0.0007, 0.0011, -0.0032
O, 0.0041, 0.002, -0.001
O, 0.004, -0.0026, 0.0021
O, 0, 0.0009, -0.0042

The program warned: the cutoff lies below the one the program advises for these potential files; the forces do not sum to zero within the program's tolerance; the exchange-correlation potential is rough where the density is thin.
